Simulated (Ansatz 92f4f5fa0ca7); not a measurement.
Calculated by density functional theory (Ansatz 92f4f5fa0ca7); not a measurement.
Periodic cell of 221 atoms, Si131O88As1H1, from a study of silicon, its oxide and their interface. The atomic structure is a simulated model.
Doubt: the cutoff is far below the 930 eV that the study's wrapper takes by default for these files, so forces and energies are approximate.
This geometry differs little from another in the collection (a relaxation step or a small displacement).

Settings: functional PBE; potential files Ansatz PAW; basis plane waves; wave-function cutoff 580 eV; density cutoff ratio 5; exchange-correlation grid ratio 1; k mesh 1 x 1 x 1, Gamma-centred; self-consistency stop 5e-08 eV per atom in the density residual; occupations fixed; spin none; net charge 0.

Cell vectors (angstrom)
a  10.938  0  0
b  0  10.938  0
c  0  0  32.3136

Atoms and the computed forces on them: element, x, y, z (angstrom), force x, y, z (eV/angstrom)
Si  -0.1162  0.1882  24.7716  0.0036  -0.0047  -0.0081
Si  5.6873  -0.2862  24.7457  -0.0091  0.0107  0.0132
Si  2.4301  2.9949  24.9304  0.0015  -0.0036  -0.0132
Si  8.5422  2.4251  24.6173  -0.0128  0.0105  0.0125
Si  0.1886  5.2079  24.9628  -0.0086  0.0108  0.0131
Si  5.2948  5.8276  24.8975  0.0032  -0.0013  -0.0119
Si  2.9356  7.9418  24.8701  -0.0112  0.0087  0.0077
Si  7.8961  8.4074  25.0101  0.0039  -0.0099  -0.0123
Si  1.3371  1.3718  26.2062  0.0016  -0.0036  0.0058
Si  6.8585  1.3684  25.9917  0.005  -0.003  -0.0064
Si  4.1328  4.1297  26.1073  0.0061  -0.0002  0.006
Si  9.517  4.0183  26.142  0.0016  -0.002  -0.0076
Si  1.3715  6.8087  26.2139  0.0027  -0.0043  -0.0063
Si  6.7778  6.886  26.3511  0.0099  -0.0083  0.0045
Si  4.0761  9.586  26.1257  0.0028  -0.0049  -0.0067
Si  9.609  9.5788  26.117  0.0046  0.0001  0.0058
Si  2.7322  0.0063  27.5198  0.0008  -0.0006  0.0044
Si  8.2076  0.0173  27.4815  -0.0045  0.0046  -0.0033
Si  -0.0308  2.7293  27.5631  -0.0032  0.0026  -0.0011
Si  5.4976  2.7246  27.4528  0.0009  -0.0027  0.0032
Si  2.7651  5.4486  27.5497  -0.0026  0.0038  0.0006
Si  8.2038  5.4435  27.5343  0.002  0.0027  0.0001
Si  -0.0012  8.2094  27.5215  0.0009  -0.0008  0.0056
Si  5.3983  8.2654  27.6022  -0.0081  0.0076  0.0022
Si  4.1018  1.3673  28.8953  0.2232  0.0749  -0.322
Si  9.5708  1.3673  28.8953  -0.2491  -0.1371  0.1719
Si  1.3673  4.1018  28.8953  -0.0037  -0.0332  0.0967
Si  6.8362  4.1018  28.8953  -0.0733  -0.2325  -0.1123
Si  4.1018  6.8362  28.8953  -0.2345  0.0156  0.4461
Si  9.5708  6.8362  28.8953  0.0569  -0.0837  -0.0956
Si  1.3673  9.5708  28.8953  0.0276  0.0021  -0.0422
Si  6.8362  9.5708  28.8953  0.0978  0.3746  0.0524
Si  0  0  30.2626  -0.0519  -0.0052  -0.0254
Si  5.469  0  30.2626  0.121  0.0397  0.0143
Si  2.7345  2.7345  30.2626  -0.0349  0.0376  -0.0278
Si  8.2035  2.7345  30.2626  -0.012  -0.0812  0.0025
Si  0  5.469  30.2626  0.0635  0.0347  0.0104
Si  5.469  5.469  30.2626  -0.0291  0.038  -0.0343
Si  2.7345  8.2035  30.2626  -0.0215  -0.124  0.0324
Si  8.2035  8.2035  30.2626  -0.0434  0.0034  -0.0471
Si  1.3673  1.3673  31.6298  0.0143  -0.039  -0.0114
Si  6.8362  1.3673  31.6298  -0.0351  0.0552  -0.0107
Si  4.1018  4.1018  31.6298  0.0182  0.0028  -0.0118
Si  9.5708  4.1018  31.6298  -0.0427  -0.0115  -0.0376
Si  1.3673  6.8362  31.6298  -0.0306  0.0612  -0.0012
Si  6.8362  6.8362  31.6298  0.0252  -0.0195  -0.0135
Si  4.1018  9.5708  31.6298  -0.0081  0.0201  -0.0428
Si  9.5708  9.5708  31.6298  0.0423  -0.0265  -0.0132
Si  2.7345  0  0.6835  0.0328  -0.0416  0.021
Si  8.2035  0  0.6835  -0.0319  0.0139  0.0046
Si  0  2.7345  0.6835  0.0031  0.0323  0.0153
Si  5.469  2.7345  0.6835  0.0317  -0.0463  0.021
Si  2.7345  5.469  0.6835  -0.0144  0.0235  0.0157
Si  8.2035  5.469  0.6835  0.0347  0.013  0.0224
Si  0  8.2035  0.6835  -0.0044  -0.0438  0.0315
Si  5.469  8.2035  0.6835  -0.0316  0.0117  0.0144
Si  4.1018  1.3673  2.0507  0.0137  0.0761  -0.0221
Si  9.5708  1.3673  2.0507  0.0023  -0.044  0.0406
Si  1.3673  4.1018  2.0507  -0.0109  -0.0409  0.0435
Si  6.8362  4.1018  2.0507  -0.0042  0.029  -0.0114
Si  4.1018  6.8362  2.0507  0.049  -0.0232  0.0299
Si  9.5708  6.8362  2.0507  -0.0677  0.0354  -0.0185
Si  1.3673  9.5708  2.0507  -0.0093  0.0507  -0.0347
Si  6.8362  9.5708  2.0507  0.0554  -0.0059  0.0467
Si  0  0  3.418  0.2809  0.0138  -0.1673
Si  5.469  0  3.418  -0.0906  0.152  0.0706
Si  2.7345  2.7345  3.418  0.153  -0.0968  -0.0463
Si  8.2035  2.7345  3.418  0.0036  0.1875  0.0282
Si  0  5.469  3.418  -0.0383  -0.0155  0.2079
Si  5.469  5.469  3.418  -0.122  -0.0238  -0.0923
Si  2.7345  8.2035  3.418  -0.1598  -0.0092  0.1736
Si  8.2035  8.2035  3.418  0.1407  -0.1907  -0.3469
Si  1.4009  1.3514  4.7901  0.0007  0.0014  0.0036
Si  6.8206  1.4059  4.7823  0.0003  -0.0027  0.0002
Si  4.0858  4.1123  4.7944  0.0003  0.0026  0.0061
Si  9.5784  4.0935  4.8166  -0.0014  -0.0006  -0.0016
Si  1.37  6.8187  4.8224  0.0028  0.001  -0.0071
Si  6.8476  6.8307  4.7507  0.0016  -0.0014  0.0003
Si  4.0742  9.5981  4.7886  0.0017  -0.0005  -0.003
Si  9.6266  9.5188  4.7329  0.0074  -0.0095  0.0002
Si  2.7384  -0.0131  6.242  -0.0024  0.0021  0.0038
Si  8.2872  0.0231  5.9836  -0.0091  0.0033  -0.0035
Si  0.0715  2.7527  6.1612  0.0014  -0.0022  -0.0037
Si  5.4632  2.774  6.1942  -0.0005  0.0063  0.0022
Si  2.717  5.4627  6.2234  0.0056  -0.0058  -0.0021
Si  8.186  5.4659  6.1685  -0.0078  -0.0012  0.0042
Si  0.0109  8.1702  6.2095  -0.0111  0.0053  0.0018
Si  5.4765  8.2337  6.0675  0.0027  0.0035  -0.0053
Si  3.8476  1.6709  7.5012  0.0118  -0.0085  0.0004
Si  9.9213  1.0437  7.3196  -0.0043  0.0074  0.0049
Si  1.5597  3.8959  7.628  -0.0051  0.0044  -0.0002
Si  6.578  4.3945  7.5292  0.0094  -0.01  -0.0137
Si  4.3624  6.664  7.4024  -0.0021  -0.0039  0.0105
Si  9.2311  7.124  7.4711  0.0034  -0.0027  0.0034
Si  1.1809  9.6957  7.5868  0.0047  -0.0021  -0.0042
Si  7.0805  9.4617  7.2617  -0.0061  0.0069  0.0076
O  1.3294  4.1334  24.4365  0.0043  -0.0037  -0.0027
O  6.8428  9.5246  24.4112  0.0036  -0.0022  -0.0034
O  2.7019  2.7621  7.9887  -0.0016  0.0008  0.002
O  8.1213  8.297  7.7667  0.0042  -0.0053  -0.0016
O  5.4634  5.5506  7.9318  -0.0076  0.0055  0.001
O  0.0334  -0.0956  7.9347  -0.0025  0.0023  0.0023
O  4.1152  6.8834  24.4026  0.0023  -0.0022  -0.0028
O  9.6891  1.2834  24.283  0.0009  -0.0008  -0.003
O  1.72  9.0037  9.0146  -0.0052  0.0045  -0.007
O  0.9086  4.3978  9.0752  0.001  -0.0014  -0.004
O  9.2192  1.7438  8.6229  -0.0004  0.0003  0.0031
O  6.6205  10.2439  8.6345  -0.0008  0.0013  -0.0013
O  4.5339  1.1924  8.9024  -0.0018  -0.0047  0.0038
O  3.7785  7.3682  8.7575  0.0012  -0.0024  -0.0055
O  7.178  3.8577  8.9575  0.0014  -0.0003  0.0076
O  9.5509  6.6686  9.0079  -0.0007  0.0009  -0.002
O  2.9232  2.2643  23.5323  -0.0006  0.0003  0.0037
O  5.1049  0.1566  23.2719  -0.0008  0.0003  -0.0051
O  8.1449  2.9681  23.1063  -0.0001  -0.0009  -0.0055
O  10.3713  5.7649  23.6169  -0.0014  0.0038  -0.0054
O  8.3093  7.4966  23.7188  -0.0005  0.0019  0.0043
O  2.27  8.4802  23.4634  -0.0018  0.0004  -0.0036
O  6.177  5.4666  23.5366  -0.0028  0.0002  0.0046
O  0.642  10.5717  23.4004  -0.0028  0.0024  0.0053
Si  3.1012  8.4579  9.7483  0.0034  -0.0011  0.0018
Si  7.5339  3.9099  10.5481  -0.0019  -0.0003  0.0008
Si  -1.1941  3.835  15.9228  -0.0014  -0.0021  0.0012
Si  3.3983  2.9464  22.1321  0.0002  -0.0002  0.0018
Si  7.0389  0.6484  19.7698  -0.0004  0.0001  -0.0017
Si  12.2979  -5.7873  17.4846  -0.0023  -0.0026  -0.001
Si  2.698  9.4662  20.2563  0.0011  0.0018  -0.0012
Si  9.2718  6.2751  14.8559  -0.0019  0.0032  0.0034
Si  2.6727  11.1476  17.6569  -0.0001  -0.0001  -0.0024
Si  -2.1002  9.8603  17.82  0.0004  -0.0004  -0.0031
Si  4.7625  0.3575  21.6956  -0.0014  0.0005  0.0011
Si  9.2593  12.3242  10.2065  -0.0026  0.0002  -0.0019
Si  4.5372  11.2635  10.2687  0.0003  -0.0011  -0.0008
Si  3.3388  1.6922  12.7955  0.0029  -0.0011  0.0029
Si  9.1137  8.4721  12.9558  -0.0008  -0.0007  0.0033
Si  0.9978  9.1379  22.6811  0.0021  -0.0055  0.0054
Si  -0.1251  0.8696  16.458  -0.0011  0.0008  0.0004
Si  -1.1305  0.2407  13.8795  -0.0006  -0.0012  0.0026
Si  0.3322  13.0329  12.097  0  -0.001  0.0035
Si  5.5949  5.0478  22.0685  0.0011  -0.0009  0.0019
Si  6.8678  4.8535  15.3361  0.0001  -0.001  -0.0003
Si  5.2568  4.23  12.7121  0.0007  0.0004  0.0025
Si  4.5994  11.2551  15.4022  -0.0004  -0.0014  0.0003
Si  4.109  6.6549  20.0411  -0.0024  0  -0.0025
Si  4.3968  5.0845  17.3457  0.0021  -0.0006  -0.004
Si  -0.8198  7.0082  17.8698  -0.0004  -0.0008  -0.0028
Si  4.981  12.9684  17.8178  -0.0011  -0.001  -0.0012
Si  3.1165  6.319  12.0581  -0.0004  -0.0019  0.0044
Si  7.923  3.1089  21.4881  0.0027  0.0026  0.002
Si  9.5975  6.9981  22.8968  0.0044  -0.0034  0.0034
Si  9.6907  5.4062  20.453  -0.0008  -0.0015  -0.0008
Si  11.8859  4.8019  10.6751  0.0003  0.0023  0.0027
Si  -3.5121  9.9418  14.97  -0.0009  -0.001  0.0007
Si  1.7316  4.6654  20.3764  -0.0027  0.004  -0.0061
As  7.1043  9.9179  10.3597  -0.0005  -0.0034  0.0013
Si  9.4168  6.4705  10.6131  -0.0028  -0.0016  -0.0009
O  8.3402  5.2849  10.9243  0.0018  0.0017  -0.0017
O  9.9513  -1.0637  12.8878  0.0001  0.0005  -0.0022
O  19.3843  13.549  10.9255  0.0003  -0.0008  -0.0013
O  2.8089  5.8526  20.575  -0.002  -0.0044  -0.0041
O  -2.8656  4.0049  16.1725  -0.0001  -0.0009  -0.0005
O  -4.7456  15.0278  14.0563  -0.001  -0.0007  -0.0016
O  0.3257  5.3098  20.8366  0.0052  -0.0028  -0.0031
O  3.5575  11.9574  11.343  -0.0004  -0.0015  -0.0008
O  -1.0318  7.3458  13.8302  -0.0028  -0.004  0.0029
O  0.0034  6.0853  11.0263  0.0003  -0.0006  -0.0019
O  1.6728  4.2548  18.8083  -0.004  0.0042  0.007
O  7.8801  1.6486  20.7559  0  -0.0008  0.0004
O  3.8995  0.7708  14.0127  -0.0019  0.0021  -0.0042
O  2.2773  10.0359  18.7789  0.0003  -0.0003  0.0026
O  1.3199  9.149  21.0771  0.0003  0  -0.0026
O  10.8256  1.3032  10.7286  0.0012  -0.0009  -0.0023
O  9.8786  0.1412  17.5595  0.0002  -0.0006  -0.0007
O  9.697  8.5345  18.279  -0.001  0.0002  0.0008
O  4.4464  1.9344  21.413  -0.0008  -0.0007  0.0001
O  3.008  18.6651  11.209  0.0006  0.0008  -0.0022
O  6.5651  3.9947  21.3003  -0.0003  0.0001  0.0001
O  9.0888  3.9188  20.69  -0.0004  0.002  0.0014
O  3.7276  8.2274  20.0285  -0.0002  -0.0008  0.0001
O  0.8142  6.6847  17.8298  -0.0027  -0.001  0.0011
O  3.4231  -0.4295  21.2641  -0.0015  -0.0026  -0.0015
O  1.3631  11.9578  17.0976  -0.0006  -0.0004  0.0003
O  1.7137  12.6946  12.8871  -0.0004  0.0003  -0.0017
O  0.3785  3.6526  11.6706  -0.0006  -0.0007  -0.0008
O  9.9265  4.7798  14.5789  0  0.0012  -0.0008
O  2.4774  16.1047  11.0767  -0.0003  -0.0016  -0.0015
O  -14.2345  6.1597  14.7206  0.004  0.0012  -0.001
O  6.0179  11.2193  10.9646  -0.0025  0.0007  -0.0021
O  -2.6555  11.2589  14.4913  0.0002  0.0001  -0.0012
O  10.8845  10.9167  15.0906  -0.0004  -0.0001  -0.0009
O  5.5992  5.3394  16.2644  -0.0044  -0.0014  0.0033
O  4.5138  6.2056  18.522  -0.0011  -0.0001  0
O  13.7787  5.1945  16.7022  0.0012  -0.0008  0.0023
O  9.0273  6.4993  21.4596  0.0002  -0.0012  -0.0013
O  3.4967  10.5094  16.3768  -0.0003  0.0003  0.0007
O  -0.3401  8.2533  22.8056  -0.0023  0.0015  -0.001
O  5.3336  6.3265  21.0781  -0.0006  0.0011  -0.0014
O  5.8317  -0.696  15.0549  0  -0.0002  -0.0007
O  2.1113  3.3164  21.2036  -0.0025  0.0004  -0.0016
O  -3.227  8.8246  13.7775  0  -0.0004  -0.0017
O  2.2766  6.6102  13.4281  0.008  -0.0097  0.0226
O  3.6647  1.2663  18.4059  0.0008  0.001  -0.0002
O  4.1812  4.3293  22.4431  0.0006  -0.0005  0.0002
O  5.9709  -0.1302  20.7244  0.0013  -0.0011  -0.0008
O  -1.4  6.7605  16.3821  -0.0014  -0.0035  -0.0037
O  0.0752  4.399  16.8233  0.0034  -0.0002  0.0003
O  -0.8414  1.669  13.1602  -0.001  0  -0.0014
O  4.6092  5.7325  12.4798  0.0011  -0.0015  -0.002
O  -1.4864  5.9426  18.9284  0.0012  0.0002  0.0008
O  4.0243  14.1047  12.8791  -0.0017  -0.0033  -0.0031
O  6.3101  1.5727  18.6325  -0.0014  0.0002  0.0001
O  -2.9776  9.5026  16.469  0.0002  0.0002  0.0006
O  10.0694  2.2538  15.9968  0.0001  0.0012  0.0003
O  8.9445  7.8099  11.4594  0.0003  -0.0005  -0.0017
O  15.6394  3.6176  17.985  -0.0002  0.0017  -0.0009
O  4.0676  9.7396  9.9505  0.003  0.0054  -0.0004
O  8.6185  -0.0856  10.4927  0.0018  0.0005  0
O  6.1597  3.8545  11.4139  -0.0009  -0.0002  -0.0019
O  7.9029  -0.536  19.0491  -0.0002  -0.0004  0.0012
O  5.1575  12.5684  16.2299  -0.0004  0.0001  0.0006
H  2.5804  6.1579  14.2309  -0.0093  0.0092  -0.0241

Results
free energy: -138196.205 eV
free energy less fixed offsets of As -4856.12, H -15.97, O -568.88, Si -635.61 eV per atom: 2.235 eV

The program warned: the cutoff lies below the one the program advises for these potential files; the exchange-correlation potential is rough where the density is thin.
